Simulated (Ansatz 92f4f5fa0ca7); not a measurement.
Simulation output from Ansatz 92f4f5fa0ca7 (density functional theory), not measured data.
Periodic cell of 240 atoms, Si143O91P6, from a study of silicon, its oxide and their interface. The atomic structure is a simulated model.
Doubt: the cutoff is far below the 930 eV that the study's wrapper takes by default for these files, so forces and energies are approximate.

Settings
functional: PBE
potential files: Ansatz PAW
basis: plane waves
wave-function cutoff: 580 eV
density cutoff ratio: 5
exchange-correlation grid ratio: 1
k mesh: 1 x 1 x 1, Gamma-centred
self-consistency stop: 5e-08 eV per atom in the density residual
occupations: fixed
spin: none
net charge: 0

Cell vectors (angstrom)
a	11.6015	0	0
b	0	10.938	0
c	0	0	31.8274

Atoms: element, x, y, z (angstrom)
Si	0.3136	-0.0031	23.4004
P	3.8542	-0.1244	23.2019
Si	7.9099	0.0365	23.2511
P	2.1442	1.3436	23.2042
Si	5.7719	1.1675	23.3513
Si	9.9422	1.2611	23.3027
Si	-0.0473	5.1606	23.2388
P	3.7905	5.4011	22.9692
Si	7.6368	5.3908	22.9464
Si	1.8154	6.6902	23.1094
Si	5.6979	6.6885	23.1599
Si	9.657	6.5171	23.3628
Si	2.0751	2.6343	25.1209
Si	5.7882	2.7348	25.1047
Si	9.7245	2.6969	25.1257
Si	11.7075	3.9247	25.1756
Si	3.883	4.1804	24.9966
Si	7.7597	4.0095	24.9219
Si	1.9589	8.0843	25.0752
Si	5.7857	8.1754	25.0349
Si	9.6862	8.1615	25.0766
Si	11.6764	9.4546	25.1841
Si	3.8443	9.541	25.1159
Si	7.7557	9.5082	25.0784
Si	11.6095	-0.0102	27.019
Si	3.8863	-0.0126	27.0242
Si	7.7187	-0.0223	26.9924
Si	1.9668	1.3066	27.0478
Si	5.7955	1.3577	27.0146
Si	9.6558	1.3209	27.0259
Si	11.6449	5.4491	26.9955
Si	3.9043	5.465	26.9914
Si	7.7544	5.4262	26.9125
Si	1.9752	6.7928	27.0262
Si	5.8298	6.8197	26.9773
Si	9.6898	6.7943	26.9981
Si	1.9336	2.7345	28.9281
Si	5.8008	2.7345	28.9281
Si	9.6679	2.7345	28.9281
Si	0	4.1018	28.9281
Si	3.8672	4.1018	28.9281
Si	7.7343	4.1018	28.9281
Si	1.9336	8.2035	28.9281
Si	5.8008	8.2035	28.9281
Si	9.6679	8.2035	28.9281
Si	0	9.5708	28.9281
Si	3.8672	9.5708	28.9281
Si	7.7343	9.5708	28.9281
Si	0	0	30.8617
Si	3.8672	0	30.8617
Si	7.7343	0	30.8617
Si	1.9336	1.3673	30.8617
Si	5.8008	1.3673	30.8617
Si	9.6679	1.3673	30.8617
Si	0	5.469	30.8617
Si	3.8672	5.469	30.8617
Si	7.7343	5.469	30.8617
Si	1.9336	6.8362	30.8617
Si	5.8008	6.8362	30.8617
Si	9.6679	6.8362	30.8617
Si	1.9336	2.7345	0.9679
Si	5.8008	2.7345	0.9679
Si	9.6679	2.7345	0.9679
Si	0	4.1018	0.9679
Si	3.8672	4.1018	0.9679
Si	7.7343	4.1018	0.9679
Si	1.9336	8.2035	0.9679
Si	5.8008	8.2035	0.9679
Si	9.6679	8.2035	0.9679
Si	0	9.5708	0.9679
Si	3.8672	9.5708	0.9679
Si	7.7343	9.5708	0.9679
Si	11.558	0.0632	2.8476
Si	3.8753	0.059	2.8716
Si	7.7038	0.0577	2.875
Si	1.9125	1.3669	2.8775
Si	5.7921	1.4085	2.8934
Si	9.6304	1.3817	2.8914
Si	11.5592	5.4805	2.9221
Si	3.884	5.4938	2.9105
Si	7.7236	5.4661	2.9282
Si	1.921	6.8174	2.846
Si	5.8075	6.8832	2.961
Si	9.6376	6.8648	2.9236
Si	1.9123	2.7671	4.7814
Si	5.7919	2.7281	4.8524
Si	9.6431	2.6688	4.8819
Si	11.5393	4.1324	4.8949
Si	3.8688	4.1152	4.8513
Si	7.7223	4.1049	4.8918
Si	1.9228	8.4064	4.5632
Si	5.7832	8.2887	4.9279
Si	9.6083	8.2998	4.8268
Si	11.5559	9.6552	4.7423
Si	3.8622	9.6922	4.8124
Si	7.7096	9.7323	4.8565
Si	11.7259	0.1616	6.617
Si	3.6815	0.1791	6.7318
P	7.8073	0.0504	6.8041
P	1.8844	1.6408	6.7345
Si	5.8399	1.3333	6.7915
P	9.6956	1.3692	6.8325
Si	11.5445	5.7529	6.6662
Si	3.6849	5.6136	6.6798
Si	7.6953	5.4804	6.8423
Si	1.8652	7.0365	6.3742
Si	5.7424	6.8881	6.8868
Si	9.5126	7.0469	6.8307
O	0.3412	5.0936	8.1512
O	5.8323	7.9288	8.2193
O	7.7875	4.3653	8.1179
O	5.9761	2.3445	8.122
O	3.1576	4.8997	8.1272
O	3.2394	10.199	8.0834
O	1.9114	7.919	7.7748
O	9.3035	8.2419	8.0253
O	0.5408	10.181	7.9725
O	11.2789	4.3223	21.815
O	7.6945	5.0736	21.2811
O	8.1798	10.1379	21.8274
O	10.1554	1.9192	21.7968
O	10.11	6.9866	21.8378
O	1.5381	7.6708	21.7631
O	5.8471	7.5899	21.753
O	5.5802	2.083	21.9755
O	0.4455	10.0788	21.9823
Si	1.8756	9.3593	8.5067
Si	3.9636	5.2653	9.5002
Si	5.3187	7.8078	9.7739
Si	11.5596	0.5412	13.8743
Si	0.8757	2.6924	18.321
Si	7.7291	6.751	11.4829
Si	8.387	4.4167	16.8037
Si	9.8479	8.2793	9.5796
Si	2.5248	3.7181	11.8182
Si	10.1698	11.1254	11.0057
Si	4.9754	1.1008	15.5154
Si	11.3868	3.0679	11.0861
Si	0.1151	5.6992	9.644
Si	6.052	3.772	14.6985
Si	6.5651	3.6345	8.9428
Si	2.9764	1.1322	13.1197
Si	11.7894	4.5785	13.5274
Si	8.223	8.7661	13.7358
Si	7.6139	0.6073	12.25
Si	9.784	7.4363	20.3302
Si	7.7346	10.4527	20.2828
Si	1.6056	7.7542	11.1893
Si	11.1767	7.5661	13.4478
Si	6.5551	7.9301	20.3286
Si	3.936	5.7238	15.6039
Si	5.9041	1.9572	20.3851
Si	10.6386	3.1551	20.864
Si	0.7677	8.8835	20.9321
Si	1.3268	9.0459	15.3467
Si	2.4744	9.2093	18.2924
Si	0.9023	5.1802	16.4317
Si	9.0655	9.9033	17.7092
Si	10.2314	1.6815	16.3891
Si	3.6628	8.1293	13.603
Si	4.8708	10.1155	11.8358
Si	3.6934	1.1607	18.2987
Si	4.8408	7.3453	17.8956
Si	10.149	6.8164	17.4926
Si	7.3401	3.6698	11.9654
Si	7.814	4.1804	19.881
Si	6.5246	9.3852	16.2053
O	8.1815	7.7417	20.283
O	10.3793	9.7672	10.0745
O	1.4051	2.9789	10.8761
O	1.0771	4.1816	17.7011
O	9.7824	8.4395	17.364
O	7.9141	2.2151	12.6002
O	6.4031	9.5248	20.0046
O	7.5319	7.5757	12.8662
O	3.4481	-0.0134	12.0302
O	10.6248	1.5317	14.7953
O	8.8128	7.6405	10.6504
O	8.0353	10.3556	13.3237
O	0.3974	10.2958	14.8981
O	9.0444	10.2542	19.3145
O	4.213	6.856	14.4533
O	9.2927	3.5106	20.0171
O	10.9042	4.4683	10.3671
O	4.5294	1.6443	16.9841
O	2.828	7.6647	12.2735
O	11.8008	4.3905	15.1578
O	9.8121	8.3861	13.7647
O	2.3463	5.6697	15.89
O	4.5655	4.3276	15.0729
O	1.4179	6.2338	10.5167
O	10.9746	8.5368	20.1433
O	0.5622	7.7307	14.7398
O	10.0089	6.399	19.0804
O	6.3358	6.9167	10.6761
O	7.5079	8.6057	15.1801
O	7.4711	9.867	17.4165
O	7.2268	1.0426	20.1366
O	11.5834	1.8333	17.2767
O	9.2484	2.9954	16.6452
O	11.0537	3.3527	12.6929
O	2.7822	9.0785	14.6064
O	6.0376	0.323	11.9274
O	6.2666	4.1189	13.1125
O	5.0285	9.2871	10.4234
O	1.5044	9.0601	16.969
O	6.3793	3.4036	19.8695
O	5.4794	4.8228	9.1004
O	0.1826	2.7465	19.7876
O	4.6614	5.9789	17.0446
O	5.7609	10.6311	15.5331
O	6.9328	3.1653	10.4617
O	5.4016	8.4204	16.8275
O	8.5439	11.2534	10.9451
O	9.234	5.813	16.562
O	10.9958	7.1411	9.4915
O	3.4119	10.5178	18.0858
O	7.7998	4.6643	18.3126
O	3.9623	6.8911	9.7319
O	7.22	4.4007	15.6556
O	10.7581	1.6634	10.5132
O	0.2738	8.1408	12.083
O	3.4319	2.5901	12.5562
O	1.3564	1.18	13.311
O	10.9583	5.9599	13.2282
O	8.105	5.1469	11.6937
O	4.5892	1.4166	19.6263
O	6.0366	2.1593	14.8926
O	2.322	1.9909	18.4794
O	4.9322	9.0192	13.062
O	5.8438	7.0609	19.1466
O	3.3984	7.8742	18.4377
O	0.0674	6.4623	17.0139
O	9.6341	0.2227	16.8477
O	3.5569	4.5175	10.8688
O	1.737	4.6314	12.9475
O	10.75	0.0223	12.5394
O	3.6607	0.929	14.5764
O	1.6984	9.4049	19.7008
O	1.813	8.9805	10.1072

Results
free energy: -147191.706 eV
free energy less fixed offsets of O -568.88, P -755.39, Si -635.61 eV per atom: 0.944 eV

Forces (eV/angstrom), in the order of the atoms: element, x, y, z
Si	0.1404	-0.5105	-0.3027
P	0.0765	-0.3113	0.1736
Si	-0.0405	-0.246	0.0547
P	0.0704	0.3429	0.2078
Si	-0.2485	0.2594	-0.2285
Si	-0.0254	0.1629	0.0084
Si	0.0288	0.0086	0.0104
P	-0.0667	-0.0758	0.0938
Si	-0.0141	-0.0047	-0.0006
Si	-0.0042	0.3553	-0.2811
Si	-0.1706	0.3498	-0.2431
Si	0.0377	0.1027	-0.0286
Si	-0.1295	-0.1505	-0.1347
Si	0.0967	0.0049	-0.1007
Si	-0.0068	0.0445	0.0208
Si	0.0731	-0.0822	0.0557
Si	-0.0185	0.0692	-0.1018
Si	-0.028	-0.0863	0.069
Si	0.0096	-0.0403	-0.0749
Si	0.0251	-0.0137	-0.0788
Si	-0.0028	-0.0137	0.0361
Si	-0.1104	0.0208	-0.119
Si	0.1078	0.083	-0.2687
Si	0.0342	-0.0217	0.0177
Si	-0.0403	-0.0552	0.0421
Si	-0.0367	-0.2625	0.0468
Si	0.0385	-0.0252	-0.0274
Si	0.0386	0.277	0.0144
Si	0.0037	0.0823	0.065
Si	0.0151	0.0096	0.0004
Si	0.0017	-0.0095	0.0042
Si	-0.0226	-0.1273	-0.0257
Si	-0.0113	0.044	-0.0216
Si	-0.0109	0.0355	0.0331
Si	0.0543	0.0526	0.0781
Si	-0.014	-0.0163	0.0142
Si	0.0119	-0.0268	0.1072
Si	-0.0079	-0.0118	0.1948
Si	-0.0247	-0.03	0.055
Si	0.0321	-0.11	0.0304
Si	0.0744	-0.1347	-0.0795
Si	-0.0089	-0.0993	-0.3759
Si	0.0346	-0.0235	-0.0141
Si	0.0566	-0.0718	-0.056
Si	0.0201	-0.103	-0.1002
Si	0.0343	-0.0719	0.1848
Si	0.0538	-0.1775	0.1805
Si	-0.086	-0.0816	0.0511
Si	-0.0095	-0.0381	0.0056
Si	0.0286	-0.0045	0.0146
Si	0.0019	0.0275	-0.0042
Si	-0.0044	0.0316	0
Si	0.0095	-0.0405	0.0158
Si	0.0046	-0.0321	0.0063
Si	0.0084	0.0516	0.023
Si	-0.0077	0.0751	0.0185
Si	-0.0159	0.169	0.0097
Si	-0.0007	0.0727	-0.0735
Si	0.0075	-0.091	-0.0153
Si	-0.0138	-0.0364	-0.0004
Si	-0.0003	0.1067	-0.0881
Si	0.0055	0.2255	-0.1628
Si	-0.059	0.1716	-0.0502
Si	-0.083	0.0501	0.1481
Si	0.0854	0.0396	0.1021
Si	-0.0158	0.0129	0.0476
Si	-0.0246	0.007	-0.2904
Si	0.0514	0.028	0.2168
Si	-0.0431	0.0488	0.0806
Si	-0.0346	0.0219	-0.0971
Si	0.0167	0.0495	0.0351
Si	-0.0373	0.0551	0.0051
Si	-0.0312	-0.101	-0.0772
Si	0.0226	-0.066	-0.0599
Si	-0.0362	-0.3094	-0.031
Si	0.0104	0.2173	0.0534
Si	-0.0229	0.065	-0.0072
Si	0.0508	0.2865	0.0322
Si	0.0713	-0.0393	0.0097
Si	-0.0612	-0.0243	-0.0009
Si	0.0037	0.061	0.008
Si	0.0206	-0.0601	-0.0438
Si	0.0077	0.0204	-0.0237
Si	-0.0301	-0.0279	-0.0273
Si	-0.1002	0.2728	0.0839
Si	-0.1069	0.0566	0.1301
Si	0.206	-0.0012	0.2398
Si	0.0207	-0.1493	-0.0884
Si	-0.0758	-0.0864	-0.0549
Si	0.1127	-0.0541	-0.1107
Si	-0.0195	-0.0078	-0.0514
Si	0.1307	0.0258	-0.0513
Si	-0.1388	0.035	-0.0428
Si	0.0668	0.0443	0.2435
Si	0.0891	-0.0117	0.0886
Si	-0.1147	-0.107	0.1602
Si	0.1032	-0.4309	0.1391
Si	-0.2886	-0.4915	0.3342
P	0.1651	-0.5209	-0.0371
P	0.0138	0.1708	-0.0888
Si	0.3542	0.6165	0.061
P	-0.2672	0.4102	-0.1532
Si	-0.007	0.0055	0.0278
Si	0.002	0.0643	0.01
Si	-0.0607	0.0456	0.0165
Si	0.0074	-0.0039	-0.0322
Si	-0.0204	-0.035	0.0068
Si	0.023	-0.0165	-0.0226
O	0.0372	-0.0315	0.1039
O	0.0055	0.0128	-0.0097
O	0.0325	0.022	0.0211
O	0.0587	-0.0551	0.0657
O	-0.0272	-0.0501	0.0243
O	-0.0838	0.0734	0.0596
O	-0.0105	-0.0335	0.0776
O	-0.041	0.0361	-0.0147
O	0.0081	0.17	-0.0469
O	-0.0155	0.0107	0.0307
O	0.0173	0.0197	0.0419
O	-0.0046	0.0284	0.0256
O	0.0018	-0.0418	0.0412
O	-0.0618	-0.0226	-0.0972
O	0.0138	-0.1028	-0.1063
O	-0.0304	-0.0064	0.0096
O	0.0037	-0.0269	0.0439
O	0.0256	0.0363	-0.0672
Si	0.0281	-0.0761	-0.0426
Si	0.0041	0.0231	0.016
Si	0.018	-0.0034	0.0186
Si	0.0025	-0.0014	0.0172
Si	0.0287	0.0125	-0.079
Si	0.0085	-0.0007	-0.004
Si	0.0155	0.0036	-0.0091
Si	-0.0176	0.0381	0.0569
Si	-0.0198	0.0021	0.0929
Si	-0.0134	-0.0308	0.042
Si	-0.0061	0.021	0.0035
Si	-0.0263	0.0475	0.1165
Si	0.0107	0.0401	-0.0147
Si	-0.0238	-0.0066	0.0063
Si	0.0596	0.0298	-0.0194
Si	-0.0157	0.003	0.0192
Si	-0.0102	-0.0033	0.0083
Si	-0.0048	0.0146	0.0028
Si	0.0372	-0.016	0.0343
Si	0.0202	0.0179	0.0116
Si	0.0073	0.0474	-0.0904
Si	-0.0159	-0.0495	0.0755
Si	-0.0017	-0.0111	0.0088
Si	-0.0026	-0.0735	-0.0329
Si	-0.0071	-0.0099	0.0173
Si	-0.0578	-0.0085	0.0865
Si	0.0377	0.018	-0.08
Si	0.0412	-0.0524	0.0723
Si	-0.0144	-0.0006	0.0031
Si	-0.0002	-0.0058	-0.0724
Si	0.012	-0.0051	-0.0024
Si	0.005	0.0097	-0.0396
Si	0.0101	-0.0068	-0.0232
Si	0.0039	-0.0021	0.0186
Si	0.0075	0.0144	0.0609
Si	0.039	0.037	-0.0458
Si	-0.0137	-0.0063	-0.0309
Si	0.0081	0.0167	-0.0462
Si	0.0317	-0.0015	0.0537
Si	-0.0058	-0.0311	-0.0506
Si	-0.0062	-0.0066	-0.0069
O	-0.0208	-0.009	0.0123
O	0.0107	-0.0318	0.0461
O	0.0286	-0.0009	-0.0741
O	-0.0087	-0.0031	0.0033
O	-0.0038	-0.0051	0.0108
O	-0.0108	0.0217	-0.0114
O	-0.0218	0.0045	0.0326
O	-0.0039	0.0018	-0.0003
O	-0.0012	0.0031	-0.026
O	-0.0028	0.0007	-0.0048
O	-0.0046	-0.0029	0.0074
O	-0.0063	-0.0096	0.0119
O	0.0049	-0.0056	0.0028
O	-0.0033	-0.0078	0.0074
O	-0.0015	0.0092	-0.0232
O	-0.0507	0.0082	0.0071
O	0.0024	0.013	-0.0106
O	-0.0186	-0.0081	0.0151
O	-0.0061	-0.0055	-0.0311
O	-0.006	0.0006	-0.0022
O	0.0031	0.0024	-0.0004
O	-0.0021	0.0011	-0.0049
O	0.0068	-0.0005	-0.0062
O	-0.01	-0.0024	0.0068
O	0.0061	-0.0244	0.0386
O	-0.0008	0.0022	-0.0062
O	0.0081	0.0132	0.0352
O	-0.0122	0.0196	-0.0102
O	0.0035	-0.0051	-0.0055
O	0.0044	0.0058	0.0158
O	0.0306	-0.0655	-0.0032
O	0.0036	0.0082	0.0095
O	-0.007	0.0051	0.0098
O	0.015	-0.0165	-0.044
O	0.0031	0.0008	-0.007
O	-0.0206	-0.0168	-0.0234
O	0.0011	0.0094	-0.0064
O	0.0117	0.0022	-0.004
O	0.0033	-0.0028	0.0099
O	0.0342	0.0095	0.0169
O	-0.0425	-0.0282	0.016
O	-0.0095	-0.0232	0.0812
O	0.0059	0.007	0.0001
O	0.0078	-0.0169	-0.0064
O	-0.0363	-0.0223	-0.056
O	0.0021	0.0073	-0.0011
O	-0.0549	-0.0041	0.0111
O	-0.0058	-0.0026	-0.0126
O	-0.0096	-0.0282	0.0107
O	-0.019	-0.0305	0.0201
O	0.008	-0.0068	0.0078
O	0.0034	-0.0214	0.0048
O	0.0086	0.0023	0.0108
O	0.0189	0.0157	-0.0349
O	0.0148	0.0057	-0.0261
O	0.0008	0.0053	-0.0169
O	0.0054	0.0038	-0.0026
O	-0.0081	0.0104	-0.0025
O	-0.0034	-0.0038	0.0011
O	-0.0109	-0.0158	-0.0427
O	0.0029	-0.0018	-0.0028
O	-0.0177	-0.0113	-0.0008
O	0.0104	-0.005	-0.0016
O	0.0316	0.0061	0.0313
O	0.0019	0.0042	0.005
O	-0.0027	0.0121	0.0123
O	-0.0098	-0.0073	0.0155
O	0.0019	0.0047	-0.0479
O	0.0278	-0.0012	-0.0225
O	-0.0075	-0.0049	-0.0395
O	0.0018	-0.0079	-0.0048
O	0.0069	-0.0029	0.0327
O	0.0019	0.0514	-0.0705

The program warned: the cutoff lies below the one the program advises for these potential files; the exchange-correlation potential is rough where the density is thin.
